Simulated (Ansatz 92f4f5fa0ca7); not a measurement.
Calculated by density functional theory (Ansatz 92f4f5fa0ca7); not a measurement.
Periodic cell of 140 atoms, Si84O56, from a study of silicon, its oxide and their interface. The atomic structure is a simulated model.

Settings: functional r2SCAN; potential files Ansatz norm-conserving; basis plane waves; wave-function cutoff 1300 eV; density cutoff ratio 4; exchange-correlation grid ratio 1; k mesh 2 x 2 x 1, shifted by 0.5 0.5 0.5 of a step; self-consistency stop 5e-08 eV per atom in the density residual; occupations Fermi-Dirac, 0.05 eV; spin none; net charge 0.

Cell vectors (angstrom)
a	10.9176	-0.0709	0.0493
b	-0.0709	10.9694	0.0243
c	0.09	0.0444	19.9432

Atoms: element, x, y, z (angstrom)
Si	-0.1507	0.0106	0.1808
Si	2.4327	2.4986	0.1131
Si	0.5678	4.0349	0.1031
Si	3.4756	8.7161	-0.978
Si	5.5096	-0.3712	-0.2294
Si	7.3543	2.7587	0.2459
Si	5.5913	4.7996	0.5362
Si	7.5991	8.062	0.2306
Si	1.2459	1.2856	1.7884
Si	3.5978	4.0494	1.7897
Si	1.4889	7.0554	1.0822
Si	3.8392	10.041	1.0663
Si	6.2201	1.162	1.3877
Si	9.7136	4.101	1.8654
Si	6.7157	6.478	1.5991
Si	9.3385	9.4117	1.4751
Si	-0.1483	2.6231	3.1322
Si	2.7863	-0.1151	2.8989
Si	0.0311	8.1228	2.5394
Si	2.3624	5.6078	2.6664
Si	5.5083	2.9542	2.7439
Si	8.1159	-0.2023	2.7031
Si	5.0146	8.2329	2.4266
Si	8.4551	5.6238	3.0738
Si	1.37	4.0261	4.5631
Si	4.4476	1.334	4.0126
Si	1.1305	9.3608	4.1365
Si	3.878	6.834	3.9987
Si	7.3518	3.9603	4.2564
Si	9.359	1.2452	4.348
Si	6.5938	9.4519	4.042
Si	9.6982	6.9107	4.2095
Si	-0.0214	-0.0391	5.5163
Si	2.9502	2.4784	5.5204
Si	-0.1942	5.7899	5.4893
Si	2.6341	8.0504	5.4543
Si	5.4683	-0.0404	5.4489
Si	8.2799	2.3724	5.9584
Si	5.6735	5.2557	5.3877
Si	8.1568	8.2938	5.3308
Si	1.4273	1.2736	6.8078
Si	4.2475	4.2793	6.7878
Si	0.9482	7.0637	7.1011
Si	4.0503	9.4787	6.9377
Si	6.3877	1.2456	7.4897
Si	9.4568	4.1247	6.9054
Si	6.5957	7.0063	6.6555
Si	9.3413	9.6209	6.9889
Si	0.3014	3.0598	7.8134
Si	2.8038	0.046	8.1319
Si	-0.376	8.3189	8.4546
Si	2.3021	5.4958	8.1331
Si	5.2225	2.7226	8.76
Si	8.1477	0.1302	8.6376
Si	5.1433	7.9952	8.1545
Si	7.6955	5.2664	8.2115
Si	1.352	3.9646	9.7588
Si	3.6486	1.6089	9.9613
Si	1.0561	9.9161	9.2541
Si	4.2197	6.0194	9.16
Si	6.861	3.4793	10.2758
Si	9.8529	1.2253	9.5993
Si	6.1148	8.9586	10.0295
Si	8.2872	6.6845	9.9975
Si	4.0729	6.4487	11.5361
Si	5.935	8.8626	16.5889
Si	7.2059	11.339	15.8456
Si	-0.2454	8.0284	13.6937
Si	9.3143	-0.0845	13.8212
Si	10.2072	5.2695	11.8225
Si	4.6911	-0.277	12.328
Si	5.2246	4.9739	17.6073
Si	9.2111	2.1279	11.5834
Si	7.8744	6.7398	17.2862
Si	4.3031	1.9146	17.489
Si	4.3302	4.5896	13.8697
Si	5.0902	12.6958	14.6844
Si	2.2927	8.7873	12.1527
Si	4.4538	7.3618	14.3588
Si	13.6942	5.8058	15.6501
Si	0.8618	-1.6544	18.2523
Si	-1.2722	13.6143	18.5132
Si	9.9103	0.5133	16.7962
Si	-0.0896	6.9823	16.5391
O	2.4054	-1.7328	-2.1994
O	2.7719	-3.4326	-0.3473
O	2.9873	2.4054	-1.5075
O	3.8471	11.8814	-8.4811
O	-0.5951	4.0608	-1.0976
O	5.3031	8.3644	-4.8866
O	4.7995	8.128	-2.3181
O	-0.8667	12.195	-0.6248
O	4.8687	0.5016	-1.5797
O	4.0469	1.3838	-4.0214
O	7.961	2.534	-1.2243
O	8.5877	3.1231	1.1097
O	4.9168	5.5168	-0.8507
O	6.6483	9.2991	-0.003
O	11.9569	5.7008	-3.6909
O	2.4628	2.9333	10.328
O	4.5868	7.3489	12.813
O	9.342	0.9352	12.6751
O	2.6816	7.3287	11.5081
O	1.4802	9.1773	10.6251
O	0.1428	11.186	9.7508
O	4.6467	2.9859	13.6902
O	4.2958	5.0441	12.2536
O	9.5994	7.2296	9.4396
O	7.4777	-1.0525	9.3973
O	7.2895	7.7958	10.6856
O	5.5991	9.8397	11.3809
O	8.7401	5.5791	11.3138
O	11.6482	5.0969	10.9529
O	2.8278	4.562	14.4804
O	-4.3051	5.7757	17.058
O	8.0499	3.7986	9.2646
O	-1.211	-1.5921	13.3489
O	3.373	9.7128	12.7992
O	-0.2146	10.2306	17.2325
O	7.5478	2.3458	11.3988
O	7.7566	-0.1525	14.4258
O	9.8752	3.6062	12.1355
O	5.2624	11.3921	13.7246
O	6.6246	1.8213	15.2612
O	6.2394	-0.5714	16.7236
O	-2.5707	0.6609	16.9438
O	1.0931	8.5206	13.0669
O	3.7229	5.4632	16.9022
O	9.3806	-4.7447	16.6058
O	5.181	5.7945	14.6017
O	-0.4652	2.0726	17.1091
O	11.0997	7.7992	17.9025
O	8.1378	7.0343	18.9634
O	-0.7188	0.1525	15.0673
O	1.4193	-5.3274	19.9753
O	0.0107	7.9797	15.2945
O	5.2146	14.3653	17.4642
O	10.3601	6.4055	13.1173
O	7.4035	8.1497	16.7819
O	3.0112	7.3743	15.1998

Results
free energy: -35846.921 eV
free energy less fixed offsets of O -463.61, Si -117.95 eV per atom: 23.039 eV
pressure: -2.62 GPa
stress xx, yy, zz, yz, xz, xy (GPa, positive in tension): 1.5, 3.29, 3.08, 1.97, -0.22, -2.89

Forces (eV/angstrom), in the order of the atoms: element, x, y, z
Si	1.4206	-1.6592	0.9266
Si	-0.0407	1.8411	0.0604
Si	0.1484	3.757	0.2541
Si	-0.1339	0.3477	-4.5156
Si	2.322	1.7333	-0.6571
Si	-3.1987	0.8843	-0.435
Si	-0.902	-0.5561	-1.1083
Si	2.4988	-1.877	-0.3003
Si	0.2524	-1.5708	-1.2367
Si	2.539	-1.8837	-2.4777
Si	2.3947	-3.4616	-4.2108
Si	-1.1091	-2.8226	1.1029
Si	2.3407	-0.421	-0.0803
Si	0.7398	-0.9456	-0.7377
Si	-0.5138	1.0366	1.4553
Si	0.0934	-0.6936	-1.3001
Si	1.2768	1.3723	0.8086
Si	-0.8795	0.6274	0.3315
Si	-1.0368	1.2371	-0.5647
Si	-0.3472	0.5523	2.5583
Si	-0.1825	-0.4272	0.8322
Si	-1.5239	1.6172	1.0415
Si	1.1349	-0.1595	1.0788
Si	-2.2847	-1.4908	-2.0914
Si	-0.9756	0.9331	-1.6779
Si	-1.8016	0.366	0.2723
Si	1.8656	1.1075	0.326
Si	1.0349	-1.2841	-0.1716
Si	-1.5908	-0.7338	0.3778
Si	0.1909	-2.16	-0.6662
Si	-0.2606	0.1929	-0.7144
Si	-0.8113	3.5319	-1.4294
Si	-0.3857	-0.7771	-0.2518
Si	0.4928	1.0988	-0.2038
Si	2.5857	-4.0736	3.4397
Si	-1.2059	1.0483	1.8827
Si	0.6663	-1.2062	2.1089
Si	-2.032	1.0911	0.2399
Si	-0.2699	1.9572	-1.3111
Si	-0.2284	0.1378	1.2429
Si	0.1111	0.762	-0.6172
Si	-2.2267	-1.9087	2.1922
Si	1.3416	-0.573	-1.6416
Si	-1.1969	1.3496	-2.1027
Si	1.9213	-0.5954	-2.161
Si	0.006	1.3988	-0.4211
Si	1.2533	-1.3538	-0.0298
Si	-0.378	0.4431	-0.0396
Si	-1.4553	-1.274	2.4925
Si	0.4153	-0.2038	1.1119
Si	-0.8534	-0.0507	-0.7497
Si	0.5993	-0.9883	0.1885
Si	-0.3748	1.1005	-0.8883
Si	0.0228	0.3048	-3.1695
Si	-0.216	-1.1134	1.3005
Si	1.2307	-0.0679	0.517
Si	-0.0902	1.969	-0.347
Si	-2.4422	0.8383	0.7164
Si	-0.4332	-0.029	2.1039
Si	1.8935	1.3894	0.7167
Si	0.2211	-1.873	1.7667
Si	2.7326	0.5704	-1.3396
Si	4.8173	0.5231	1.8886
Si	-3.2886	-2.536	3.2246
Si	-1.1293	0.9606	-0.2118
Si	-1.1012	-3.5516	-1.0009
Si	-1.8144	1.209	0.5324
Si	-2.5832	0.6554	0.0707
Si	-0.751	-5.167	2.1887
Si	1.109	-1.785	2.278
Si	-0.4386	1.2589	0.4199
Si	-2.1933	2.6009	-1.3332
Si	-0.3054	2.7552	1.4603
Si	0.7268	-1.5161	2.3088
Si	2.0446	0.629	1.3077
Si	-0.1828	-0.9686	-2.5947
Si	-1.2564	0.6476	-1.5322
Si	-2.2246	-1.8369	-5.7647
Si	2.0302	-1.0137	1.9193
Si	-4.4322	-4.6888	4.5691
Si	-0.2586	2.0477	-1.8097
Si	0.3992	-0.4087	-0.6185
Si	4.0296	-2.327	-3.8014
Si	1.5566	-2.4522	-0.8427
O	-0.4504	0.5375	2.077
O	-2.4132	-2.1933	3.4587
O	-0.3457	-1.0125	0.7633
O	0.2552	-0.2858	-0.7335
O	-0.2896	-2.1541	-0.3627
O	1.1038	1.5466	1.458
O	-1.6294	1.8921	2.7555
O	-0.921	0.9131	0.5829
O	-0.2231	1.1958	0.886
O	-0.1261	0.842	1.1211
O	2.1067	0.3948	-1.6334
O	2.4513	1.2658	1.7961
O	0.8967	-1.0432	1.3216
O	-2.9347	3.329	-2.1354
O	0.4355	1.4975	-0.0834
O	1.2726	-1.9629	-0.0371
O	1.2467	1.7413	-1.0708
O	0.4785	1.8912	-1.787
O	0.4609	-0.6906	0.0541
O	1.82	0.7971	2.2263
O	-1.1506	1.013	0.1106
O	1.6234	-0.3413	2.0424
O	-0.3979	-1.8397	0.7069
O	4.2214	2.6522	-1.3312
O	-2.6302	-2.2198	2.1405
O	-1.7861	0.2336	-1.0487
O	0.0021	-0.6823	-1.0577
O	-1.433	2.7943	-3.1332
O	-0.8873	-1.3325	-0.8751
O	0.1657	2.834	1.4539
O	0.6193	-0.4596	-0.1391
O	-0.3119	1.1087	-1.2991
O	0.477	-1.2344	-0.2805
O	1.2334	1.5077	0.1621
O	0.2133	0.9901	1.673
O	-0.4902	1.5479	-1.2828
O	1.6509	-1.2946	-1.0322
O	0.0842	-1.1376	-0.2575
O	-1.8996	-1.1228	-2.1403
O	0.8394	-0.3863	2.0848
O	0.7704	1.6046	-2.2756
O	-0.3369	-0.2559	0.0767
O	0.2886	0.487	1.1333
O	1.4496	-0.3585	-0.5468
O	-0.4321	0.7263	0.7872
O	-1.2914	-0.3853	0.0403
O	-1.1274	0.7478	-0.1582
O	0.0157	-0.5792	1.08
O	-0.3354	0.6783	-1.1822
O	0.2212	2.6656	2.5632
O	-1.2095	0.5896	1.1211
O	-0.9449	0.1371	-1.2397
O	-0.9453	-3.5797	-0.0578
O	0.373	0.2294	-0.9867
O	-0.6581	1.6826	-1.2389
O	1.7043	1.0818	-2.7285
